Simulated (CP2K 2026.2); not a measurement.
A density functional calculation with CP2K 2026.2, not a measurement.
Periodic cell of 504 atoms, Si360O144, from a study of silicon, its oxide and their interface. The atomic structure is a simulated model.
Doubt: the forces sum to 1.49 eV/angstrom along one axis rather than to zero, so they err by at least 0.0030 eV/angstrom per atom on average; the grid cutoff is modest.

Settings: functional PBE; method Gaussian and plane waves; basis set DZVP-MOLOPT-SR-GTH; pseudopotentials GTH-PBE; grid cutoff 300 Ry, relative cutoff 40 Ry; k points Gamma only; occupations fixed; spin none; net charge 0.

Cell vectors (angstrom)
a	16.32	0	0
b	0	16.32	0
c	0.7209	-1.313	34.1521

Atoms and the computed forces on them: element, x, y, z (angstrom), force x, y, z (eV/angstrom)
Si	1.616	-1.616	0.202	-0.059	0.115	0.784
Si	4.343	1.231	0.063	-0.141	0.013	0.68
Si	0.903	4.329	0.071	0.352	-0.155	0.705
Si	4.327	6.569	0.13	-0.122	0.076	0.686
Si	0.964	-6.586	0.057	0.273	-0.063	0.708
Si	3.771	-3.858	0.027	0.138	-0.123	0.701
Si	6.445	-1.093	0.046	0.158	-0.046	0.76
Si	9.772	1.106	-0.117	-0.223	0.233	0.743
Si	6.492	4.299	0.101	0.214	-0.074	0.749
Si	9.416	6.919	-0.124	0.247	-0.154	0.73
Si	7.219	9.194	-0.079	-0.244	0.101	0.803
Si	-6.536	-4.414	0.225	0.089	0.113	0.718
Si	-4.298	-1.092	0.164	0.111	-0.119	0.778
Si	-1.595	1.643	0.095	0.073	-0.196	0.787
Si	-3.779	3.878	0.033	-0.207	0.13	0.788
Si	-1.165	6.722	0.143	-0.293	0.119	0.712
Si	-4.21	-6.455	-0.015	0.076	-0.277	0.712
Si	-1.106	-4.221	0.128	-0.166	0.131	0.776
Si	2.771	0.037	1.37	0.009	-0.026	-0.056
Si	5.437	2.734	1.471	-0.001	-0.005	-0.051
Si	2.664	5.395	1.298	-0.039	0.001	-0.022
Si	5.548	8.167	1.299	0.024	0.021	-0.05
Si	2.664	-5.48	1.302	-0.026	0.018	-0.059
Si	5.374	-2.726	1.343	0.008	0.015	-0.043
Si	8.141	0.029	1.252	0.004	0.003	-0.036
Si	-5.437	2.714	1.246	0.027	-0.016	-0.067
Si	8.197	5.432	1.263	-0.008	0.016	-0.051
Si	-5.366	8.155	1.212	-0.008	0.012	-0.044
Si	8.213	10.723	1.434	-0.008	0.01	-0.047
Si	-5.438	-2.715	1.406	-0.006	-0.008	-0.013
Si	-2.721	0.059	1.428	-0.012	0.01	-0.048
Si	-0.072	2.753	1.471	0.001	-0.01	-0.073
Si	-2.709	5.463	1.388	-0.001	-0.023	-0.042
Si	-0.036	8.214	1.505	0.004	-0.005	-0.061
Si	-2.718	-5.353	1.408	0.023	-0.003	-0.038
Si	0.052	-2.739	1.503	0.007	-0.017	-0.038
Si	1.363	1.368	2.716	0.008	-0.012	0.006
Si	3.995	4.067	2.74	0.001	0.016	0.026
Si	1.398	6.809	2.729	0.009	-0.009	0.014
Si	4.112	9.516	2.622	-0.007	-0.013	0.016
Si	1.381	-4.15	2.804	0.022	0.007	0.039
Si	4.083	-1.356	2.767	-0.022	-0.015	0.046
Si	6.866	1.376	2.726	-0.003	-0.016	0.026
Si	9.533	4.066	2.633	0.004	-0.003	0
Si	6.859	6.787	2.693	-0.004	-0.015	0.032
Si	9.593	9.401	2.748	0.04	-0.018	0.026
Si	6.798	12.206	2.641	0.006	0.02	0.007
Si	-6.867	-1.356	2.682	-0.014	0.025	0.021
Si	-4.115	1.409	2.74	-0.012	0.017	0.045
Si	-1.387	4.131	2.818	-0.017	0.013	0.037
Si	-4.097	6.818	2.68	-0.003	0.009	0.018
Si	-1.434	-6.768	2.799	-0.005	0.009	0.023
Si	-4.058	-4.019	2.784	0.003	-0.004	0.023
Si	-1.354	-1.334	2.748	-0.012	-0.009	0.004
Si	0.01	0.015	4.092	0.001	0.01	0.007
Si	2.691	2.709	4.117	-0.001	0.008	0.009
Si	0.019	5.477	4.116	0.011	-0.002	-0.01
Si	2.775	8.17	4.049	-0.007	0.001	0.002
Si	-0.02	-5.456	4.146	0.009	0.011	-0.008
Si	2.727	-2.731	4.119	-0.013	0.009	-0.017
Si	5.481	0.004	4.079	-0.005	-0.01	-0.012
Si	8.201	2.742	4.069	-0.002	-0.015	0.009
Si	5.434	5.441	4.033	0.016	0	-0.016
Si	8.195	8.104	4.108	-0.004	-0.003	-0.007
Si	5.435	10.878	4.026	-0.003	-0.007	-0.003
Si	8.128	-2.741	4.04	0.008	-0.003	0.013
Si	-5.478	0.004	4.054	0.019	-0.012	-0.022
Si	-2.757	2.747	4.126	-0.013	0.004	-0.003
Si	-5.455	5.438	4.029	-0.002	-0.001	-0.009
Si	-2.767	8.153	4.107	0.006	-0.001	-0.003
Si	-5.422	-5.455	4.076	-0.013	-0.007	-0.013
Si	-2.7	-2.683	4.131	-0.006	0.003	0.007
Si	1.405	-1.366	16.289	0.005	-0.011	-0.011
Si	4.097	1.363	16.334	-0.002	0.01	-0.006
Si	1.375	4.098	16.306	-0.003	0.009	-0.01
Si	4.066	6.796	16.359	-0.002	-0.008	-0.005
Si	1.351	-6.805	16.352	-0.001	0.006	-0.012
Si	4.045	-4.101	16.318	-0.005	-0.006	-0.01
Si	6.8	-1.346	16.329	0.017	0.006	-0.001
Si	-6.806	1.375	16.301	0.009	0.003	-0.014
Si	6.792	4.088	16.334	0.007	-0.003	-0.006
Si	-6.817	6.786	16.32	-0.007	-0.007	-0.006
Si	6.785	9.514	16.33	0	0.012	-0.009
Si	-6.825	-4.089	16.306	-0.005	-0.011	-0.012
Si	-4.067	-1.358	16.285	0.003	0.003	-0.007
Si	-1.339	1.378	16.287	0.016	-0.011	-0.01
Si	-4.082	4.088	16.329	0.011	-0.009	0.003
Si	-1.382	6.786	16.326	-0.002	-0.002	-0.001
Si	-4.07	9.503	16.292	-0.008	-0.002	-0.013
Si	-1.335	-4.098	16.317	-0.007	0.01	-0.003
Si	2.718	0.013	17.677	-0.003	-0.021	0.013
Si	5.457	2.719	17.707	-0.006	0.004	-0.003
Si	2.72	5.415	17.721	-0.012	-0.004	0.017
Si	5.411	8.183	17.71	0.007	-0.001	-0.01
Si	2.699	-5.445	17.739	-0.012	0.006	-0.005
Si	5.408	-2.727	17.631	0.002	0.003	0.003
Si	8.157	0.047	17.684	-0.011	-0.003	-0.003
Si	-5.442	2.713	17.667	-0.013	-0.004	0.02
Si	8.128	5.458	17.704	0.008	0.003	0.016
Si	-5.425	8.136	17.643	-0.003	0.026	-0.014
Si	8.162	10.853	17.686	0	0.006	0.007
Si	-5.469	-2.696	17.618	-0.007	-0.01	-0.015
Si	-2.672	-0.011	17.62	-0.02	0.005	0.024
Si	0	2.762	17.646	0.008	-0.008	-0.005
Si	-2.731	5.434	17.72	0.007	0.003	0.013
Si	-0.029	-8.177	17.681	0.024	0.022	0.008
Si	-2.718	-5.463	17.653	0.016	0.007	0.014
Si	0.108	-2.776	17.64	0.026	-0.014	-0.025
Si	1.391	1.462	18.998	0.01	0.012	-0.025
Si	4.133	4.083	19.089	0.001	0.003	-0.033
Si	1.292	6.751	19.044	-0.024	-0.004	-0.032
Si	4.023	-6.827	19.106	0.002	0.001	0.005
Si	1.357	-4.115	19.159	-0.024	0.026	-0.012
Si	4.05	-1.397	19.014	-0.004	-0.007	-0.036
Si	6.795	1.365	19.101	0.008	0.008	-0.01
Si	-6.84	4.055	19.027	0.013	-0.022	-0.041
Si	6.79	6.869	19.073	0.022	-0.007	-0.018
Si	-6.741	9.489	19.017	-0.006	0	-0.032
Si	6.747	-4.094	18.979	-0.006	-0.018	-0.039
Si	9.542	-1.308	18.997	0.016	0	-0.018
Si	-4.04	1.334	18.978	0.003	0.003	-0.033
Si	-1.364	4.053	19.066	-0.003	-0.006	-0.004
Si	-4.121	6.795	19.061	-0.012	-0.002	0.003
Si	-1.385	-6.824	19.052	-0.016	-0.009	-0.039
Si	-4.105	-4.059	18.929	-0.007	-0.031	-0.02
Si	-1.206	-1.35	18.895	0.028	0.026	-0.025
Si	0.048	0.082	20.299	-0.01	-0.011	0.042
Si	2.762	2.737	20.452	-0.006	-0.017	0.032
Si	-0.062	5.404	20.47	0.002	0.02	0.04
Si	2.617	8.109	20.423	-0.002	0.002	0.081
Si	-0.057	-5.496	20.497	0.011	-0.004	0.055
Si	2.738	-2.717	20.488	-0.001	-0.008	0.059
Si	5.396	-0.039	20.378	-0.013	0.003	0.066
Si	8.143	2.733	20.478	0.009	0.021	0.062
Si	5.447	5.512	20.449	-0.006	0.004	0.036
Si	8.227	8.174	20.429	0.012	-0.006	0.047
Si	5.399	-5.443	20.417	0.024	0.017	0.052
Si	8.107	-2.652	20.244	-0.026	-0.002	0.046
Si	-5.356	-0.025	20.373	0.009	-0.001	0.056
Si	-2.71	2.669	20.398	-0.007	-0.012	0.056
Si	-5.484	5.41	20.387	-0.022	-0.018	0.049
Si	-2.781	-8.166	20.425	0.009	0.021	0.047
Si	-5.412	-5.417	20.349	0.015	0.019	0.026
Si	-2.601	-2.73	20.118	-0.008	-0.008	0.031
Si	1.601	-1.003	21.644	0.009	-0.182	-0.709
Si	3.89	1.111	21.754	0.061	0.163	-0.727
Si	1.585	4.304	21.751	-0.187	-0.136	-0.725
Si	3.786	6.58	21.761	0.161	0.087	-0.713
Si	0.944	-7.224	21.759	0.14	0.229	-0.792
Si	4.341	-3.871	21.803	-0.278	-0.12	-0.739
Si	6.541	-1.622	21.656	0.109	0.118	-0.763
Si	-6.494	1.577	21.654	-0.148	-0.128	-0.754
Si	7.015	4.386	21.78	-0.058	-0.197	-0.722
Si	-7.005	6.535	21.779	0.075	0.191	-0.738
Si	7.129	-6.445	21.621	-0.249	-0.245	-0.721
Si	9.316	-4.155	21.493	0.207	0.084	-0.715
Si	-3.614	-1.189	21.49	-0.229	0.095	-0.671
Si	-1.522	1.112	21.721	0.114	0.214	-0.73
Si	-4.316	3.826	21.651	0.202	0.147	-0.782
Si	-1.338	6.907	21.798	-0.158	-0.246	-0.725
Si	-3.871	-6.542	21.733	-0.193	-0.129	-0.731
Si	-1.71	-4.273	21.639	0.249	0.007	-0.722
Si	5.491	2.713	24.006	-0.01	0.034	-0.142
Si	5.235	-1.866	-6.133	0.001	0.018	-0.086
Si	4.923	0.902	-7.314	-0.029	-0.056	-0.017
Si	-5.719	-7.864	23.865	-0.002	-0.081	-0.1
Si	-4.991	6.247	-7.496	0	-0.041	-0.085
Si	7.22	2.089	26.397	-0.073	-0.012	-0.134
Si	-4.028	-4.98	-6.777	0.003	0.088	-0.049
Si	-2.737	-2.887	-4.868	0.024	-0.001	-0.136
Si	-5.177	-3.945	26.27	-0.031	-0.061	0.098
Si	8.009	-4.053	25.738	0.115	0.104	-0.054
Si	-6.508	0.188	24.39	0.019	0.066	-0.059
Si	3.14	6.814	-2.621	0.082	0.02	0.046
Si	1.422	-2.443	26.043	0.006	-0.071	-0.051
Si	1.627	-7.051	-2.891	-0.064	-0.051	0.118
Si	-5.1	2.26	-5.314	-0.053	-0.071	0.007
Si	7.396	-3.22	-4.682	0.061	-0.082	0.038
Si	6.342	-6.942	-2.992	-0.033	0.026	0.092
Si	1.683	-7.029	24.806	-0.15	0.094	-0.087
Si	3.722	4.475	25.948	0.099	-0.082	0.026
Si	0.137	-3.257	-5.859	-0.037	0.026	-0.088
Si	5.819	6.4	-3.733	-0.016	0.013	0.039
Si	6.723	7.552	26.23	-0.017	-0.056	-0.007
Si	4.04	7.282	24.705	0.154	0.003	-0.159
Si	-2.383	-2.311	-2.026	0.159	0.04	0.186
Si	-5.915	2.238	26.411	0.104	0.075	-0.037
Si	0.167	-2.905	23.554	-0.04	-0.001	-0.119
Si	5.498	6.207	-6.745	-0.017	0.034	-0.014
Si	8.122	-2.828	-1.92	-0.027	0.07	0.052
Si	-6.083	-7.169	-7.158	-0.014	0.031	-0.058
Si	3.781	2.358	-2.791	-0.021	0.051	0.181
Si	-5.229	-2.605	23.595	-0.081	0.025	-0.106
Si	-7.264	1.685	-3.194	0.022	-0.041	0.18
Si	-2.756	-8.15	-2.14	0.095	0.058	0.08
Si	-6.964	-1.185	-3.911	-0.062	-0.013	-0.036
Si	3.906	-5.018	-2.838	0.039	-0.085	0.155
Si	7.369	-1.31	24.575	-0.038	-0.026	-0.053
Si	-0.239	2.955	23.943	0.007	-0.007	-0.193
Si	2.13	0.145	-4.017	-0.021	-0.025	0.11
Si	-3.812	4.911	-4.881	-0.053	0.084	0.094
Si	7.53	-6.154	-5.681	0.022	-0.025	-0.017
Si	-0.866	-7.782	-4.603	-0.022	-0.053	-0.018
Si	-4.893	5.814	-2.212	-0.081	-0.049	0.131
Si	-4.649	-0.751	-5.716	-0.005	-0.032	-0.019
Si	2.571	-4.329	24.231	0.071	-0.015	-0.099
Si	7.894	-6.825	24.319	-0.036	-0.035	-0.082
Si	1.874	1.383	-6.924	0.036	0.008	-0.048
Si	-0.752	5.383	-4.841	0.068	0.04	0.032
Si	0.446	4.156	-7.446	0.008	-0.004	-0.058
Si	1.435	4.313	-2.792	-0.057	-0.092	-0.014
Si	6.681	3.576	-2.85	-0.087	0.001	0.149
Si	2.875	-2.815	-4.726	-0.033	-0.001	-0.058
Si	-2.609	5.068	23.987	0.007	0.04	-0.123
Si	-1.151	-5.843	-7.171	-0.014	-0.101	0.109
Si	-0.157	-0.171	-2.007	-0.034	-0.042	0.122
Si	1.358	-1.358	5.454	-0.004	-0.017	0.006
Si	4.094	1.354	5.435	0	-0.015	0.008
Si	1.351	4.086	5.466	0.001	0.007	0.016
Si	4.109	6.807	5.423	0	-0.008	0.006
Si	1.382	9.497	5.438	-0.003	-0.008	0.008
Si	4.103	12.226	5.441	0.004	0.01	0.007
Si	6.805	-1.378	5.438	0.002	0.003	0.004
Si	9.525	1.368	5.442	0.002	0.003	0.008
Si	6.797	4.084	5.407	0.001	0.009	0.004
Si	9.53	6.757	5.46	-0.004	-0.01	0.014
Si	6.808	9.516	5.398	0.003	0.014	0.002
Si	9.509	12.231	5.404	0.007	0.007	0.01
Si	-4.101	-1.333	5.439	-0.008	0.009	0.003
Si	-1.366	1.373	5.445	-0.006	-0.004	0
Si	-4.109	4.11	5.451	0	0.009	0.009
Si	-1.366	6.819	5.455	-0.002	-0.008	0.016
Si	-4.091	-6.797	5.472	-0.012	-0.006	0.002
Si	-1.355	-4.062	5.482	-0.003	-0.007	0.008
Si	2.731	0	6.801	0.003	-0.004	0
Si	5.448	2.724	6.786	0.006	-0.001	-0.005
Si	2.737	5.449	6.791	0.002	-0.008	0.004
Si	5.457	8.167	6.786	0.002	-0.002	-0.005
Si	2.73	10.873	6.796	-0.001	0.003	-0.003
Si	5.449	-2.729	6.806	0.001	0.001	0.004
Si	8.163	-0.004	6.792	0.004	-0.007	-0.002
Si	10.874	2.729	6.81	-0.005	0	0.003
Si	8.149	5.42	6.805	0.007	-0.002	0.002
Si	10.871	8.15	6.812	-0.001	-0.003	0.004
Si	8.154	10.878	6.778	-0.004	0.003	-0.004
Si	-5.452	-2.723	6.778	0.004	-0.005	-0.003
Si	-2.728	0.012	6.804	-0.003	0	-0.003
Si	-0.01	2.726	6.816	-0.001	0.007	-0.001
Si	-2.727	5.452	6.808	-0.007	0.007	-0.002
Si	0.01	8.161	6.81	0.005	-0.001	0.001
Si	-2.721	-5.436	6.82	0.007	0.006	0.001
Si	0.006	-2.706	6.829	-0.006	0.005	0.004
Si	1.365	1.362	8.159	-0.005	-0.001	-0.008
Si	4.09	4.084	8.151	0.004	0.009	-0.005
Si	1.368	6.794	8.161	-0.007	-0.003	-0.004
Si	4.09	9.515	8.155	0.004	0.002	-0.008
Si	1.372	-4.082	8.161	-0.002	0.006	0
Si	4.085	-1.366	8.16	-0.004	-0.007	0.002
Si	6.801	1.358	8.15	-0.004	-0.008	-0.002
Si	9.508	4.072	8.172	-0.012	-0.01	0
Si	6.802	6.803	8.155	0.004	-0.001	0.001
Si	9.506	9.52	8.154	-0.002	-0.005	-0.002
Si	6.809	-4.087	8.16	0.001	0	-0.003
Si	-6.798	-1.363	8.153	0.004	0.003	-0.005
Si	-4.079	1.371	8.166	0.01	0.009	0
Si	-1.37	4.085	8.168	-0.003	-0.006	0.002
Si	-4.08	6.806	8.174	0.006	0.002	-0.003
Si	-1.351	-6.795	8.168	0.007	0.008	0
Si	-4.093	-4.073	8.159	-0.006	-0.005	-0.003
Si	-1.369	-1.35	8.17	0	-0.006	-0.004
Si	0.003	0.006	9.522	-0.005	-0.002	0.001
Si	2.725	2.726	9.514	0.001	0	0.001
Si	0.003	5.439	9.52	0.001	-0.005	0.001
Si	2.728	8.158	9.516	-0.004	0	-0.001
Si	0.007	-5.436	9.523	0.002	0.001	-0.001
Si	2.727	-2.724	9.522	-0.002	-0.004	-0.001
Si	5.444	0.001	9.514	0.001	0.003	-0.004
Si	8.153	2.711	9.526	0.008	0	-0.003
Si	5.442	5.443	9.517	-0.001	0.002	-0.001
Si	8.155	8.162	9.521	-0.003	0.004	-0.001
Si	5.445	-5.444	9.518	-0.002	0.005	0.003
Si	-8.153	-2.722	9.517	0.002	0.005	-0.003
Si	-5.44	-0.001	9.516	0.003	-0.006	-0.003
Si	-2.721	2.723	9.53	-0.002	0.001	0.002
Si	-5.447	5.441	9.522	-0.001	0	-0.002
Si	-2.715	8.165	9.526	0.002	-0.006	-0.004
Si	-5.449	-5.441	9.516	-0.002	0	-0.003
Si	-2.728	-2.717	9.521	0.001	0.001	0.001
Si	1.364	-1.361	10.877	0.002	-0.005	-0.002
Si	4.084	1.364	10.873	0.001	-0.007	-0.002
Si	1.364	4.081	10.882	-0.005	0.004	0.001
Si	4.08	6.797	10.882	0	-0.004	0
Si	1.369	9.519	10.875	-0.007	0.002	0
Si	4.085	-4.085	10.879	0	0.006	0
Si	6.807	-1.359	10.872	-0.001	-0.008	-0.001
Si	9.519	1.354	10.879	-0.002	-0.004	0
Si	6.798	4.082	10.879	0.003	-0.004	-0.001
Si	9.514	6.803	10.88	-0.004	0.006	-0.001
Si	6.796	9.517	10.887	-0.002	-0.004	0.001
Si	-6.802	-4.083	10.886	0.003	0.001	0
Si	-4.082	-1.357	10.884	-0.002	0.005	-0.003
Si	-1.355	1.364	10.885	0.001	0.006	0.003
Si	-4.085	4.083	10.881	0.002	-0.008	0
Si	-1.356	6.801	10.879	0.004	0.003	-0.001
Si	-4.084	9.522	10.879	0.004	0.005	0.001
Si	-1.363	-4.08	10.876	-0.001	0.003	0.001
Si	2.729	-0.001	12.233	-0.002	0.002	0.004
Si	5.438	2.726	12.239	-0.002	0.004	0.003
Si	2.718	5.443	12.247	-0.003	0	0.003
Si	5.435	8.155	12.246	-0.004	0.002	0.002
Si	2.726	10.873	12.24	0.002	0.003	0
Si	5.448	-2.721	12.228	0.008	0.009	-0.005
Si	8.16	-0.001	12.241	0.005	0	-0.001
Si	10.876	2.721	12.235	0.001	0.004	-0.001
Si	8.153	5.444	12.241	0.006	-0.003	0
Si	10.873	8.161	12.239	-0.003	-0.006	-0.001
Si	8.153	10.88	12.248	-0.002	0.002	0.004
Si	-5.438	-2.723	12.243	0.001	-0.001	0.001
Si	-2.719	0.003	12.242	0.002	-0.01	0.001
Si	0.007	2.721	12.245	-0.001	-0.009	0.005
Si	-2.72	5.441	12.235	-0.001	0.001	0.001
Si	0.008	8.16	12.233	0.01	0.006	-0.001
Si	-2.719	-5.444	12.239	-0.002	-0.001	0
Si	0	-2.722	12.232	-0.008	-0.003	-0.002
Si	1.374	1.357	13.597	0.007	-0.009	0.006
Si	4.079	4.082	13.606	-0.004	-0.001	0.003
Si	1.362	6.811	13.606	-0.013	0.005	0.002
Si	4.076	9.51	13.61	0.002	-0.005	0.008
Si	1.359	-4.086	13.588	-0.006	0.005	0.006
Si	4.1	-1.357	13.587	0.006	-0.022	-0.004
Si	6.802	1.369	13.596	0.003	-0.001	0.007
Si	9.518	4.084	13.594	-0.002	-0.006	-0.003
Si	6.788	6.793	13.608	0.004	0	0
Si	9.51	9.515	13.605	0.001	0.005	0.002
Si	6.786	-4.079	13.605	-0.009	0.011	0
Si	9.518	-1.364	13.599	0.004	-0.003	0.006
Si	-4.08	1.37	13.595	-0.006	0.002	0
Si	-1.355	4.088	13.596	0.002	0.003	0.004
Si	-4.089	6.794	13.591	0.006	0.005	0.003
Si	-1.354	9.51	13.592	0.003	-0.004	0
Si	-4.076	-4.086	13.601	0.006	0.001	0.003
Si	-1.355	-1.363	13.594	-0.001	0.007	0.001
Si	0.014	-0.008	14.949	-0.002	-0.008	0.001
Si	2.729	2.715	14.966	-0.008	-0.007	-0.004
Si	0	5.451	14.959	0.006	0.003	0
Si	2.717	8.16	14.987	0	0.007	0
Si	0.011	-5.456	14.954	0.003	0.007	0.003
Si	2.738	-2.728	14.926	0.002	0.018	0.002
Si	5.448	0.009	14.958	-0.004	-0.002	0.003
Si	8.153	2.739	14.956	0.008	0.006	-0.002
Si	5.424	5.443	14.979	-0.005	-0.005	0.006
Si	8.145	8.153	14.966	-0.004	-0.002	0.002
Si	5.429	10.873	14.968	0.002	0.01	-0.008
Si	8.146	-2.715	14.958	0	-0.009	-0.006
Si	-5.441	0.007	14.947	-0.008	-0.005	0.003
Si	-2.721	2.736	14.953	0.002	0.001	0.005
Si	-5.445	5.437	14.96	-0.003	0.006	0
Si	-2.718	8.143	14.94	0.003	0.005	-0.002
Si	-5.445	-5.444	14.957	-0.001	-0.001	-0.004
Si	-2.701	-2.733	14.955	-0.005	-0.006	-0.002
O	-4.728	-3.554	24.778	0.343	-0.532	-0.331
O	6.958	3.529	-1.254	0.292	-0.562	0.079
O	-5.395	-5.396	-0.446	0.018	-0.026	-0.565
O	5.264	7.825	25.603	-0.256	0.128	0.401
O	-2.6	-0.062	22.132	-0.168	0.133	0.211
O	6.809	-7.005	23.126	-0.431	-0.179	0.323
O	2.609	8.1	-3.425	0.302	0.077	-0.473
O	-7.004	0.894	23.03	-0.583	0.08	0.187
O	5.981	6.702	-5.3	0.117	0.625	-0.155
O	-6.224	7.112	23.099	0.218	-0.384	0.292
O	8.137	-5.188	21.949	0.045	0.051	0.077
O	0.848	-0.982	-1.061	0.215	0.145	-0.089
O	-1.401	4.032	24.217	0.097	0.219	0.035
O	4.323	-4.546	-1.345	0.44	-0.432	0.065
O	-0.859	1.049	-1.224	0.408	0.136	-0.497
O	6.207	3.842	23.091	-0.154	0.026	0.083
O	1.709	-0.883	26.273	-0.089	0.173	-0.276
O	5.391	5.421	-0.388	0.023	0.141	-0.292
O	2.724	0.049	22.24	0.09	0.025	0.236
O	1.04	3.6	-1.389	0.13	-0.666	-0.288
O	-7.516	2.313	26.424	-0.041	0.336	0.172
O	-0.103	5.566	-0.278	0.125	-0.245	-0.413
O	-4.297	4.6	-1.329	0.138	-0.44	-0.321
O	-0.077	-5.392	-0.368	-0.172	-0.16	-0.452
O	6.137	-2.411	-7.342	-0.194	-0.215	-0.003
O	-3.386	-6.864	-1.373	0.145	0.432	-0.297
O	6.044	-2.352	-4.825	0.04	0.138	0.291
O	3.754	2.125	-1.177	-0.055	0.359	0.14
O	-1.604	7.484	-1.234	0.469	0.044	-0.236
O	-7.705	0.251	-3.817	-0.396	-0.132	0.066
O	1.525	-6.832	23.214	0.122	0.211	0.099
O	-8.157	5.464	22.277	0.131	0.256	0.62
O	4.362	7.306	23.112	0.48	0.24	0.049
O	5.399	0.076	-0.472	0.205	0.134	-0.421
O	-3.463	-4.198	-5.477	-0.129	-0.39	0.101
O	-5.42	2.719	22.112	-0.081	-0.219	0.271
O	2.68	-2.708	-0.401	0.182	0.076	-0.183
O	5.489	-2.768	22.172	-0.081	0.085	0.604
O	5.948	4.705	-7.004	-0.359	-0.052	0.021
O	1.256	-7.373	-1.343	-0.288	-0.666	0.099
O	4.443	3.345	25.049	-0.356	-0.233	0.029
O	-7.456	-6.72	-6.412	-0.063	-0.161	-0.166
O	5.951	2.102	-6.959	0.105	-0.097	0.747
O	-1.321	-1.181	-2.486	-0.07	0.184	-0.099
O	0.22	4.539	-3.838	-0.114	-0.325	-0.029
O	-0.197	8.004	22.179	0.131	0.153	0.503
O	-6.789	-4.165	26.302	-0.025	-0.401	-0.046
O	6.891	5.946	26.367	0.562	0.029	-0.248
O	-8.021	8.042	-0.528	0.011	-0.026	-0.479
O	-3.737	4.423	23.04	-0.312	0.124	0.29
O	2.696	5.427	22.208	0.049	-0.216	0.264
O	2.496	-1.421	-4.003	-0.079	-0.002	0.42
O	6.995	-1.885	-1.264	-0.263	0.068	-0.277
O	2.66	3.404	-3.342	-0.054	-0.09	-0.057
O	-7.849	-0.273	25.178	-0.074	0.243	0.439
O	-2.005	6.364	23.202	-0.106	0.253	0.475
O	-3.955	7.112	-2.233	-0.137	0.143	-0.196
O	-2.157	-7.752	-3.595	-0.423	0.256	-0.423
O	-3.978	-2.259	22.66	0.474	-0.071	0.313
O	-6.303	6.258	-1.514	-0.094	-0.389	-0.397
O	4.684	1.675	23.065	-0.161	-0.346	0.163
O	-1.651	-3.499	-1.219	-0.111	0.055	-0.586
O	7.16	-0.979	23.012	0.379	0.433	0.166
O	-1.159	-7.018	-6.023	-0.023	-0.18	-0.097
O	6.232	-6.694	-6.506	-0.434	0.028	0.223
O	4.995	-6.105	-3.35	-0.067	-0.259	-0.062
O	3.807	-3.725	-3.783	0.49	-0.04	-0.175
O	0.688	-1.533	22.885	-0.465	0.439	0.101
O	-5.395	-0.019	-0.394	0.099	0.005	-0.284
O	1.935	5.79	-2.389	-0.138	0.414	0.518
O	1.839	0.709	-5.48	-0.105	-0.026	0.009
O	-6.366	-3.4	22.781	-0.228	-0.095	0.187
O	7.823	8.157	25.221	0.314	-0.184	0.037
O	2.79	-8.13	25.094	-0.032	-0.108	0.444
O	-5.43	-1.009	-4.327	0.18	-0.073	0.259
O	-2.686	2.747	-0.434	-0.014	-0.047	-0.517
O	4.274	6.033	-3.449	-0.149	-0.56	0.076
O	7.583	-5.473	25.118	-0.142	-0.109	0.301
O	-0.316	-4.572	-6.65	0.107	0.273	0.092
O	-3.235	-1.53	-5.616	0.523	0.403	-0.162
O	-1.96	-6.76	26.584	-0.161	0.147	-0.703
O	6.771	-6.469	-1.501	-0.125	0.459	-0.41
O	-3.307	5.382	25.416	0.283	0.209	0.217
O	0.078	-2.644	25.145	-0.59	0.045	0.27
O	-4.444	-7.229	23.1	0.311	-0.111	0.369
O	6.722	5.124	-3.333	0.537	0.002	0.212
O	2.267	3.981	26.391	0.059	0.204	-0.236
O	1.282	-4.053	23.267	0.1	-0.455	-0.729
O	2.694	-3.035	25.205	0.656	0.132	0.42
O	-5.838	7.551	-7.017	-0.498	-0.267	0.26
O	-0.856	1.719	23.087	-0.025	-0.046	0.189
O	-3.892	3.315	-5.141	0.294	-0.367	0.053
O	-7.011	-1.872	-2.456	0.282	-0.135	0.239
O	6.01	-1.079	25.406	-0.621	-0.049	-0.116
O	7.444	-6.659	-4.145	0.379	0.135	-0.034
O	-0.551	4.753	-6.32	-0.444	0.056	-0.196
O	-3.549	-1.687	-1.128	-0.362	0.107	-0.501
O	2.426	-5.66	-2.877	-0.373	0.325	0.019
O	-5.722	-1.177	24.123	-0.01	-0.012	-0.095
O	6.65	1.996	24.875	0.355	-0.241	-0.22
O	-7.696	-2.186	-4.96	0.022	0.147	-0.339
O	3.717	7.302	-1.192	-0.283	0.491	-0.136
O	3.882	6.191	-6.899	-0.388	0.027	0.407
O	7.92	-2.828	24.684	0.359	-0.213	-0.507
O	-5.246	3.704	26.211	-0.236	0.111	-0.686
O	-1.22	-3.43	22.952	-0.534	0.346	0.477
O	0.336	-6.993	-3.851	0.02	0.321	-0.24
O	-4.93	5.309	-3.754	-0.428	-0.026	-0.285
O	-3.124	-2.902	-3.314	-0.705	-0.173	0.043
O	1.203	2.842	-6.904	0.152	-0.08	0.055
O	5.254	2.887	-3.207	0.033	-0.111	-0.524
O	-5.866	2.095	-3.897	0.194	0.046	0.274
O	3.835	-4.497	23.239	0.358	-0.673	0.342
O	3.416	1.479	-7.406	-0.069	0.101	-0.194
O	-5.369	8.159	25.404	0.312	0.29	0.192
O	-5.508	-1.388	-6.924	-0.026	0.572	-0.15
O	7.503	-4.522	-5.639	0.02	0.273	-0.251
O	-2.803	-5.375	22.173	0.099	-0.115	0.737
O	3.745	-2.506	-6.07	0.001	0.136	-0.468
O	0.751	0.406	-3.203	-0.244	0.205	-0.609
O	-5.054	-3.969	-7.527	-0.123	-0.149	0.194
O	-4.505	0.854	-5.871	0.607	0.138	-0.43
O	6.155	7.764	-2.933	0.201	-0.188	0.269
O	0.346	-7.507	25.592	-0.039	-0.439	0.06
O	3.419	0.922	-3.426	0.459	-0.23	-0.017
O	0.469	-1.955	-6.754	0.172	0.305	0.33
O	-2.302	5.227	-4.382	0.074	0.199	0.515
O	-4.101	5.737	-6.242	0.115	0.309	-0.072
O	-6.901	-6.766	23.778	0.115	0.484	-0.002
O	7.472	-3.678	-3.132	-0.512	-0.733	0.114
O	-0.44	6.984	-4.856	-0.004	0.025	0.075
O	7.893	2.755	-3.53	0.151	0.256	-0.115
O	-7.053	1.603	-1.585	-0.014	0.238	-0.234
O	5.07	-0.257	-6.192	-0.119	0.229	0.462
O	-5.56	1.21	25.206	0.713	-0.088	0.064
O	3.61	5.781	25.041	-0.284	-0.286	-0.198
O	0.337	2.466	25.368	0.061	-0.371	-0.046
O	0.972	3.637	23.108	0.091	-0.006	0.421
O	-6.148	2.889	-6.363	-0.003	-0.21	0.187
O	-4.877	-6.325	-6.462	0.263	-0.189	0.477
O	-7.528	-3.862	-0.923	-0.445	-0.191	-0.487
O	-1.125	-2.908	-4.922	0.332	0.375	0.207
O	1.495	-3.59	-5.053	0.059	-0.634	0.36
O	2.28	-5.574	25.227	-0.093	-0.065	0.67

Results
total energy: -101658.884 eV
total energy less fixed offsets of O -438.25, Si -107.07 eV per atom: -5.684 eV
